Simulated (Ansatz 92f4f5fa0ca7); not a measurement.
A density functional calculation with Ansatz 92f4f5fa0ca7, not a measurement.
Periodic cell of 218 atoms, Si134O84, from a study of silicon, its oxide and their interface. The atomic structure is a simulated model.
Doubt: the cutoff is far below the 930 eV that the study's wrapper takes by default for these files, so forces and energies are approximate.
This geometry differs little from another in the collection (a relaxation step or a small displacement).

Settings
functional: PBE
potential files: Ansatz PAW
basis: plane waves
wave-function cutoff: 580 eV
density cutoff ratio: 5
exchange-correlation grid ratio: 1
k mesh: 1 x 1 x 1, Gamma-centred
self-consistency stop: 5e-08 eV per atom in the density residual
occupations: fixed
spin: none
net charge: 0

Cell vectors (angstrom)
a  10.938  0  0
b  0  10.938  0
c  0  0  31.3708

Atoms and the computed forces on them: element, x, y, z (angstrom), force x, y, z (eV/angstrom)
Si  -0.4147  0.432  23.9336  0.0001  -0.0192  -0.0214
Si  6.0722  -0.5841  23.9796  0.0362  -0.0753  -0.1237
Si  2.1869  3.1906  23.8999  -0.022  0.0454  -0.066
Si  8.7851  2.3466  23.8853  -0.0123  -0.0109  -0.0095
Si  0.375  4.8426  23.8708  0.0542  0.0077  -0.018
Si  4.8861  6.0116  24.0468  -0.0835  0.0601  -0.0898
Si  3.2072  7.7754  24.2155  0.0609  -0.0023  -0.2353
Si  7.7931  8.6198  24.0585  -0.0599  0.0228  -0.0533
Si  1.3349  1.4019  25.2059  0.0136  -0.0538  0.032
Si  6.9208  1.3531  25.069  0.0034  0.0619  0.0113
Si  4.0093  4.1177  25.146  0.0384  -0.0361  0.021
Si  9.6554  3.9996  25.3181  -0.0412  0.0306  0.0369
Si  1.31  6.738  25.1217  -0.0814  0.0102  0.0147
Si  6.7946  6.8276  25.2171  0.0509  -0.0223  0.0485
Si  4.2274  9.5618  25.3064  -0.043  0.0539  0.0573
Si  9.5392  9.6406  25.241  0.054  -0.0016  0.0236
Si  2.7468  0.0103  26.5461  0.0187  0.0133  -0.0406
Si  8.1856  0.0394  26.6172  -0.0051  0.0253  -0.0252
Si  0.0508  2.6909  26.6906  -0.0114  -0.0038  -0.0485
Si  5.475  2.7265  26.4688  -0.0119  -0.0061  0.0041
Si  2.6906  5.4603  26.5968  0.0305  -0.0012  -0.0257
Si  8.2135  5.4432  26.5467  0.0026  0.013  -0.0249
Si  -0.0028  8.1948  26.5178  -0.005  -0.0312  0.0007
Si  5.5185  8.1779  26.6811  -0.0334  -0.0386  -0.0736
Si  4.1018  1.3673  27.9526  0.1378  0.1656  -0.4811
Si  9.5708  1.3673  27.9526  -0.0914  -0.1072  0.5951
Si  1.3673  4.1018  27.9526  0.1876  0.0421  0.6766
Si  6.8362  4.1018  27.9526  -0.117  -0.1724  -0.5239
Si  4.1018  6.8362  27.9526  -0.2524  -0.1679  0.2252
Si  9.5708  6.8362  27.9526  -0.0324  0.0483  -0.4079
Si  1.3673  9.5708  27.9526  0.0692  -0.1211  -0.4877
Si  6.8362  9.5708  27.9526  0.2771  0.2355  0.5528
Si  0  0  29.3198  -0.1462  -0.0028  0.0257
Si  5.469  0  29.3198  0.0377  -0.073  -0.0004
Si  2.7345  2.7345  29.3198  0.0265  0.1577  0.0239
Si  8.2035  2.7345  29.3198  0.0479  -0.0573  0.0133
Si  0  5.469  29.3198  0.0354  -0.0565  0.0053
Si  5.469  5.469  29.3198  -0.1248  -0.0401  -0.0035
Si  2.7345  8.2035  29.3198  0.0355  -0.0277  0.0056
Si  8.2035  8.2035  29.3198  0.0354  0.1334  0.0207
Si  1.3673  1.3673  30.6871  0.1047  -0.0239  -0.033
Si  6.8362  1.3673  30.6871  -0.0132  0.0555  -0.0164
Si  4.1018  4.1018  30.6871  0.0269  -0.0875  0.0112
Si  9.5708  4.1018  30.6871  -0.0737  0.0491  -0.0138
Si  1.3673  6.8362  30.6871  -0.0384  0.021  -0.0114
Si  6.8362  6.8362  30.6871  0.0326  0.004  -0.0293
Si  4.1018  9.5708  30.6871  -0.0441  0.0411  -0.0034
Si  9.5708  9.5708  30.6871  0.0557  -0.1036  0.0099
Si  2.7345  0  0.6835  -0.0116  -0.0352  0.0123
Si  8.2035  0  0.6835  -0.0172  0.003  -0.0046
Si  0  2.7345  0.6835  -0.0157  -0.0245  0.0102
Si  5.469  2.7345  0.6835  0.012  0.0104  0.0475
Si  2.7345  5.469  0.6835  0.004  0.0272  -0.0017
Si  8.2035  5.469  0.6835  -0.0095  0.0115  0.0156
Si  0  8.2035  0.6835  -0.01  0.0392  0.0639
Si  5.469  8.2035  0.6835  -0.0097  -0.0053  0.0209
Si  4.1018  1.3673  2.0507  -0.1076  -0.0424  -0.0355
Si  9.5708  1.3673  2.0507  -0.0259  0.0695  0.0285
Si  1.3673  4.1018  2.0507  0.066  0.0006  0.0431
Si  6.8362  4.1018  2.0507  0.0523  -0.0244  -0.0298
Si  4.1018  6.8362  2.0507  -0.0856  -0.0565  0.0345
Si  9.5708  6.8362  2.0507  -0.137  -0.1258  -0.0455
Si  1.3673  9.5708  2.0507  0.1505  0.087  -0.0516
Si  6.8362  9.5708  2.0507  0.1092  0.0222  0.0219
Si  0  0  3.418  0.3875  0.0393  0.3282
Si  5.469  0  3.418  -0.1291  -0.0318  0.4621
Si  2.7345  2.7345  3.418  0.0093  -0.2893  -0.4042
Si  8.2035  2.7345  3.418  0.0589  0.1097  -0.6938
Si  0  5.469  3.418  -0.2724  0.1222  0.2203
Si  5.469  5.469  3.418  -0.1144  -0.128  0.1839
Si  2.7345  8.2035  3.418  0.0381  0.3433  -0.3356
Si  8.2035  8.2035  3.418  -0.0735  -0.0137  -0.3153
Si  1.4228  1.3962  4.8406  -0.0054  -0.0217  0.0344
Si  6.8709  1.4187  4.7631  -0.0024  -0.0444  0.0938
Si  4.0853  4.0331  4.7787  0.0197  0.0359  0.0763
Si  9.5201  4.0763  4.7809  0.0413  0.0212  0.0343
Si  1.3262  6.9403  4.7575  -0.0618  -0.0273  0.0832
Si  6.7941  6.8939  4.7756  -0.0187  -0.0253  0.0479
Si  4.0647  9.539  4.8454  0.0194  0.0257  0.0479
Si  9.602  9.5107  4.7616  0.0179  0.0257  0.046
Si  2.7881  0.0136  6.3055  -0.0405  0.0001  -0.0135
Si  8.2542  -0.0176  6.0329  -0.1328  -0.0398  -0.0448
Si  -0.053  2.721  6.1875  -0.0116  -0.0293  -0.0128
Si  5.5144  2.7198  6.2307  -0.0237  0.045  -0.0235
Si  2.5757  5.4229  5.9814  0.025  -0.0423  0.0016
Si  8.1227  5.487  6.0962  0.0535  0.0195  0.0264
Si  -0.0034  8.2444  6.2888  0.0078  -0.0107  0.0361
Si  5.3704  8.1138  6.2648  -0.0266  -0.0058  0.023
Si  4.8568  0.7397  7.3953  0.1383  -0.1087  0.0943
Si  10.0183  0.8404  7.3682  0.0559  0.0243  0.1685
Si  0.741  4.6384  7.3245  -0.0042  0.0853  0.0042
Si  6.24  4.74  7.3718  -0.1152  0.0927  -0.043
Si  4.2505  6.224  7.4114  0.1168  -0.0462  -0.0887
Si  9.7798  6.4842  7.4777  0.0235  -0.0019  -0.1117
Si  0.9265  10.1029  7.6031  -0.0638  -0.0103  -0.0862
Si  6.6539  9.8031  7.3469  -0.051  0.095  -0.0567
O  8.99  7.019  8.8753  -0.0396  0.024  0.0561
O  4.9106  1.1394  9.0083  -0.0385  -0.037  -0.0419
O  7.5953  9.3187  8.6666  0.0114  -0.041  0.0688
O  3.53  6.1791  8.9572  -0.0665  -0.0021  0.0964
O  9.5019  1.1602  8.8979  -0.0046  0.0298  0.0075
O  6.6403  4.989  8.973  0.0156  -0.0892  0.0522
O  1.2656  9.8342  9.2321  0.032  0.0066  0.0806
O  1.5065  4.3225  8.7697  -0.0058  -0.0149  -0.0332
O  2.4205  2.7798  22.306  -0.0009  -0.0103  0.0183
O  4.4968  7.6526  16.1613  -0.001  0.0004  0.0076
O  11.2159  -0.256  22.5818  -0.0136  0.0039  0.0022
O  2.9072  8.4245  22.7194  0.0788  -0.0553  0.0706
O  -0.2709  4.8484  22.2995  -0.0302  -0.02  0.0037
O  5.0595  5.7693  22.4084  -0.0134  0.056  0.0025
O  8.5072  3.2347  22.47  -0.0017  0.0153  -0.0064
O  5.9204  -0.4253  22.3288  -0.0523  0.0164  0.0203
Si  6.7036  4.0634  10.3039  0.0408  0.0183  -0.0708
Si  5.8387  4.7899  18.4197  -0.0148  0.0139  -0.0092
Si  10.4899  14.2688  12.3174  0.0015  0.0148  0.0321
Si  -3.058  6.8269  14.7153  -0.0068  0.0025  0.0164
Si  6.3695  4.8452  13.0639  -0.012  -0.0043  0.0318
Si  -12.4821  8.3546  12.4846  -0.0007  -0.0143  0.0107
Si  4.6136  0.6495  16.5083  -0.0046  0.0063  -0.001
Si  8.781  3.5544  18.5803  -0.0158  0.0013  -0.0323
Si  4.1274  14.8974  11.767  -0.0067  0.009  0.0275
Si  8.9061  12.7948  10.2192  -0.0067  -0.0249  -0.2014
Si  11.3155  -2.7137  16.8612  -0.0135  0.013  -0.0007
Si  16.0383  -0.098  20.9672  -0.0109  -0.0115  0.0831
Si  -2.9386  -3.5728  21.1673  0.0017  -0.0042  0.0233
Si  2.9984  8.5579  21.1144  -0.0236  0.0004  0.0928
Si  11.6357  10.4903  21.0165  0.0215  0.0098  0.017
Si  15.5965  11.2421  10.374  -0.0188  0.0184  -0.1128
Si  10.2282  -5.505  16.387  -0.0127  -0.0006  -0.0022
Si  9.2496  4.4043  21.5639  0.0174  0.0131  0.0625
Si  12.131  3.2103  16.0627  0.0219  -0.0097  -0.0038
Si  14.2886  13.9157  18.1436  0.0308  0.0012  -0.0272
Si  -1.5071  1.6486  16.4602  -0.0129  0.0138  -0.0055
Si  0.8328  6.3051  11.995  0.0149  0.0106  0.0055
Si  8.1006  -2.8053  9.6944  0.0042  0.0044  -0.0971
Si  -4.3014  10.2557  18.3043  0.0043  -0.0063  -0.013
Si  3.3215  8.7314  15.7964  0  -0.0003  -0.0185
Si  1.8572  -0.7284  10.713  0.007  -0.0195  -0.051
Si  5.7748  -2.273  11.3059  -0.0147  0.0051  -0.0076
Si  2.3087  5.3679  9.727  0.0146  0.0737  -0.0864
Si  7.043  0.3042  12.1368  -0.0314  -0.0232  0.032
Si  7.8913  2.4812  14.0121  0.0019  0.0041  0.0264
Si  -7.8377  8.0117  12.6986  0.005  -0.0091  0.0052
Si  12.0442  11.6928  13.0624  -0.0015  0.0004  0.0171
Si  14.3558  12.8889  14.1235  -0.0007  0.0007  0.0298
Si  5.9649  7.5936  16.8766  0.0042  -0.0077  -0.0034
Si  -5.8383  17.3706  20.9192  -0.0254  -0.0092  0.0892
Si  9.4884  -1.5608  19.1903  -0.0021  0.0004  -0.0045
Si  2.8149  1.9397  20.9723  -0.008  -0.0194  0.0592
Si  10.1048  21.0746  14.8141  0.001  -0.0023  0.0137
O  2.2616  6.5963  12.773  -0.0022  0.0094  -0.0057
O  3.0531  11.3233  10.6098  0.0328  0.0139  0.0002
O  8.3546  2.5052  15.5673  0.0032  -0.0047  -0.0131
O  14.7566  10.212  16.2106  -0.0041  0.0011  0.0049
O  5.331  5.2055  19.901  0.0057  -0.0035  0.0099
O  10.0987  2.7961  10.8262  0.0062  0.0049  -0.0107
O  8.3044  11.6013  11.1575  -0.0097  0  -0.0046
O  8.3093  8.2092  22.526  -0.0023  -0.0055  0.0039
O  5.207  14.4392  10.632  -0.0049  -0.0177  0.0032
O  -4.8151  10.9084  19.7087  0.009  0.0013  0.0139
O  4.0139  -1.2346  20.6038  0.0264  0.0189  0.0368
O  6.1686  6.1144  17.5286  -0.0051  0.0089  0.012
O  1.9788  14.4603  17.4533  -0.0213  0.0042  0.0052
O  1.4916  9.0692  20.692  0.039  -0.0222  0.015
O  7.1807  3.8773  18.5648  0.009  -0.0004  0.0202
O  -1.5166  9.7254  13.3846  0.0046  0.011  -0.0017
O  8.3133  7.4455  13.2844  -0.0056  -0.0002  -0.0084
O  6.7172  -3.3191  10.459  -0.0222  0.0017  0.0224
O  15.7537  5.1278  12.6695  0.027  -0.015  -0.0189
O  6.674  5.8504  14.2748  0.0108  -0.0039  -0.0241
O  6.3886  7.4596  20.831  -0.0099  -0.006  0.0033
O  8.8882  -2.8857  19.9698  0.0073  0.0061  0.0059
O  11.3124  4.531  15.5582  0.0063  -0.0051  -0.0044
O  9.4261  3.7371  20.0756  -0.0016  -0.0063  -0.0141
O  11.6119  2.3186  12.9141  0.0011  -0.0039  -0.0183
O  14.7562  2.7854  12.8104  -0.0011  -0.0111  -0.0081
O  6.1179  11.245  17.0847  -0.0045  0.0032  0.0071
O  7.2061  7.8431  15.8135  0.0082  0.0096  -0.0071
O  1.9775  8.4528  16.6822  0.0047  0.0009  0.0146
O  7.6584  13.7707  9.8613  0.0193  -0.0089  0.069
O  9.1316  3.1666  13.2011  -0.02  -0.0094  -0.0089
O  1.1903  17.3188  10.3825  -0.0023  -0.009  0.0213
O  9.2864  0.0983  15.9182  0.0082  0.0025  -0.0019
O  -0.3933  8.7369  15.5134  -0.0027  0.0092  -0.0089
O  0.0663  2.0506  16.2757  0.0036  0.0008  0.0051
O  15.5984  12.4316  15.0949  -0.0068  0.004  -0.0087
O  8.2579  -0.8133  18.4174  -0.0061  0.0019  0.0118
O  13.2955  13.7414  15.0157  -0.0086  0.0061  -0.0001
O  7.2325  4.8757  11.6427  -0.0007  -0.0071  -0.0076
O  3.0305  8.6573  14.1922  -0.001  0.0073  0.0123
O  3.662  7.1641  20.5391  0.0246  -0.0161  0.0155
O  2.8189  4.4502  10.9701  0.0238  -0.0274  0.0383
O  5.0331  -1.292  10.2078  0.0092  -0.0282  0.0129
O  6.5674  3.3689  13.7303  0.0029  0.0015  -0.0166
O  -0.1451  7.52  12.4506  -0.0144  0.0169  -0.0182
O  8.3672  5.779  21.3763  -0.0031  0.0061  0.0009
O  2.9937  13.9045  19.7285  0.0034  0.0058  0.0016
O  10.6675  -1.9564  18.1393  0.0175  -0.0094  -0.0002
O  6.7304  9.6329  12.2548  0.0257  0.0422  -0.0179
O  4.2915  12.2262  21.2238  0.0126  -0.0437  -0.0129
O  11.0475  6.6472  17.0689  0.0038  -0.005  0.0112
O  18.3958  11.9004  13.57  0.0145  0.0139  -0.0128
O  2.3833  8.9056  11.5308  0.0063  -0.0171  0.0094
O  0.4295  11.029  14.3673  -0.0062  -0.0006  -0.0025
O  9.0275  2.0213  18.0133  0.0141  0.0052  0.0142
O  5.6182  0.9032  11.5577  0.0221  -0.0084  -0.0032
O  0.1266  4.8596  12.3356  -0.0111  -0.0205  -0.0246
O  13.6228  11.5845  13.4688  0.0005  0.007  -0.0155
O  4.6763  7.8918  12.2292  -0.0108  -0.0085  -0.0136
O  11.6691  -0.0219  11.6693  -0.0118  0.0167  0.0167
O  3.7469  12.41  17.6275  -0.0038  -0.0057  0.0119
O  9.5415  4.5856  17.5804  0.0082  0.01  0.0169
O  -1.896  8.6772  10.9213  0.0254  0.0145  0.0342
O  -9.2721  11.7557  20.6156  0.0004  0.0175  0.0069
O  4.6164  3.9398  17.7599  -0.0107  -0.0071  0.015
O  10.2255  -0.4981  20.1937  -0.0177  -0.0068  0.0019
O  6.0368  8.7563  18.0217  -0.001  -0.005  0.0079
O  -1.8289  5.9878  15.3549  0.0071  -0.0037  0.0018

Results
free energy: -132956.099 eV
free energy less fixed offsets of O -568.88, Si -635.61 eV per atom: 1.561 eV

The program warned: the cutoff lies below the one the program advises for these potential files; the exchange-correlation potential is rough where the density is thin.
